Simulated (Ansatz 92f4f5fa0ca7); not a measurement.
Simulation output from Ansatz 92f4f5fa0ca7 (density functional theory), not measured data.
Periodic cell of 224 atoms, Si133O89H1N1, from a study of silicon, its oxide and their interface. The atomic structure is a simulated model.
Doubt: the cutoff is far below the 930 eV that the study's wrapper takes by default for these files, so forces and energies are approximate.

Settings: functional PBE; potential files Ansatz PAW; basis plane waves; wave-function cutoff 580 eV; density cutoff ratio 5; exchange-correlation grid ratio 1; k mesh 1 x 1 x 1, Gamma-centred; self-consistency stop 5e-08 eV per atom in the density residual; occupations fixed; spin none; net charge 0.

Cell vectors (angstrom)
a, 10.938, 0, 0
b, 0, 10.938, 0
c, 0, 0, 32.3913

Atoms: element, x, y, z (angstrom)
Si, 0.271, -0.2026, 24.918
Si, 5.1469, 0.4916, 24.9083
Si, 2.8656, 2.6473, 25.0022
Si, 7.8866, 2.9959, 24.8716
Si, -0.2466, 5.7752, 24.8785
Si, 5.7065, 5.2299, 24.9132
Si, 2.4719, 8.5122, 24.8467
Si, 8.4577, 7.9833, 24.8273
Si, 1.3637, 1.3779, 26.2856
Si, 6.7793, 1.4633, 26.2915
Si, 4.107, 4.1486, 26.3024
Si, 9.5407, 4.1404, 26.1771
Si, 1.3378, 6.9211, 26.2287
Si, 6.866, 6.8519, 26.1934
Si, 4.1018, 9.6484, 26.1465
Si, 9.574, 9.5835, 26.1996
Si, 2.7456, 0.0037, 27.6151
Si, 8.1858, 0.0182, 27.5669
Si, -0.0361, 2.7546, 27.5773
Si, 5.4373, 2.7761, 27.6696
Si, 2.7092, 5.5226, 27.592
Si, 8.1952, 5.4865, 27.6028
Si, -0.0293, 8.237, 27.6227
Si, 5.4633, 8.231, 27.5386
Si, 4.1018, 1.3673, 28.973
Si, 9.5708, 1.3673, 28.973
Si, 1.3673, 4.1018, 28.973
Si, 6.8362, 4.1018, 28.973
Si, 4.1018, 6.8362, 28.973
Si, 9.5708, 6.8362, 28.973
Si, 1.3673, 9.5708, 28.973
Si, 6.8362, 9.5708, 28.973
Si, 0, 0, 30.3403
Si, 5.469, 0, 30.3403
Si, 2.7345, 2.7345, 30.3403
Si, 8.2035, 2.7345, 30.3403
Si, 0, 5.469, 30.3403
Si, 5.469, 5.469, 30.3403
Si, 2.7345, 8.2035, 30.3403
Si, 8.2035, 8.2035, 30.3403
Si, 1.3673, 1.3673, 31.7075
Si, 6.8362, 1.3673, 31.7075
Si, 4.1018, 4.1018, 31.7075
Si, 9.5708, 4.1018, 31.7075
Si, 1.3673, 6.8362, 31.7075
Si, 6.8362, 6.8362, 31.7075
Si, 4.1018, 9.5708, 31.7075
Si, 9.5708, 9.5708, 31.7075
Si, 2.7345, 0, 0.6835
Si, 8.2035, 0, 0.6835
Si, 0, 2.7345, 0.6835
Si, 5.469, 2.7345, 0.6835
Si, 2.7345, 5.469, 0.6835
Si, 8.2035, 5.469, 0.6835
Si, 0, 8.2035, 0.6835
Si, 5.469, 8.2035, 0.6835
Si, 4.1018, 1.3673, 2.0507
Si, 9.5708, 1.3673, 2.0507
Si, 1.3673, 4.1018, 2.0507
Si, 6.8362, 4.1018, 2.0507
Si, 4.1018, 6.8362, 2.0507
Si, 9.5708, 6.8362, 2.0507
Si, 1.3673, 9.5708, 2.0507
Si, 6.8362, 9.5708, 2.0507
Si, 0, 0, 3.418
Si, 5.469, 0, 3.418
Si, 2.7345, 2.7345, 3.418
Si, 8.2035, 2.7345, 3.418
Si, 0, 5.469, 3.418
Si, 5.469, 5.469, 3.418
Si, 2.7345, 8.2035, 3.418
Si, 8.2035, 8.2035, 3.418
Si, 1.4598, 1.3621, 4.8943
Si, 6.8207, 1.4188, 4.7975
Si, 4.017, 4.0662, 4.8138
Si, 9.6052, 4.0337, 4.8558
Si, 1.4039, 6.7687, 4.7657
Si, 6.9102, 6.7552, 4.7658
Si, 4.1338, 9.5283, 4.6773
Si, 9.5658, 9.59, 4.8127
Si, 2.9646, -0.1186, 6.1714
Si, 8.1633, 0.0567, 6.1821
Si, 0.0021, 2.6911, 6.3384
Si, 5.3934, 2.7201, 6.1494
Si, 2.5651, 5.3522, 6.2229
Si, 8.2628, 5.4126, 6.2362
Si, 0.0841, 8.1621, 6.0858
Si, 5.4692, 8.1488, 5.9412
Si, 4.4688, 1.0987, 7.7547
Si, 9.9057, 0.9185, 7.5756
Si, 0.9203, 4.3109, 7.8397
Si, 6.5147, 4.3516, 7.4197
Si, 4.3303, 6.5539, 7.1827
Si, 9.3314, 7.2122, 7.4343
Si, 1.3684, 9.6521, 7.4416
Si, 6.8938, 9.3599, 7.3527
O, 9.5756, 6.8716, 24.3018
O, 3.9657, 1.5515, 24.4262
O, 8.1028, 8.2664, 7.3146
O, 3.0078, 1.6157, 8.3993
O, 6.787, 4.1137, 24.2778
O, 1.3479, 9.6205, 24.2667
O, 5.4878, 5.5854, 7.8913
O, 0.1319, -0.234, 7.6098
O, 6.7997, 3.5438, 8.8489
O, 6.4859, 9.5243, 8.9414
O, 9.6594, 7.3491, 9.068
O, 1.8752, 9.2513, 8.9803
N, 5.5147, 1.0877, 9.2786
O, 1.7834, 3.7818, 9.1255
O, 9.6727, 1.0714, 9.1976
O, 3.648, 7.437, 8.3707
O, 7.8325, 8.6071, 23.426
O, 8.4346, 2.1975, 23.5432
O, 4.9837, 5.9088, 23.605
O, 2.2525, 3.3205, 23.6241
O, 10.5772, 0.6295, 23.6484
O, 0.3984, 5.1994, 23.4737
O, 3.1293, 7.8379, 23.4915
O, 5.4973, 14.1274, 19.1872
Si, 11.3917, 2.37, 20.7737
Si, 7.8341, 9.3853, 22
Si, 2.2412, 5.1697, 13.5507
Si, 12.2984, 7.3519, 16.8242
Si, -0.1945, -4.586, 9.7508
Si, 10.9459, 8.9313, 14.8104
Si, -1.3642, -4.9961, 17.7044
Si, 1.6092, 4.474, 22.6669
Si, 4.582, 10.9422, 16.9218
Si, 6.9065, 5.8692, 16.2782
Si, 5.7476, 2.7369, 9.8295
Si, 2.8021, 9.2253, 18.6572
Si, 7.8252, 3.5498, 11.7357
Si, 9.104, 1.0613, 10.7089
Si, 9.066, 1.5914, 15.9325
Si, 2.6385, 4.6639, 16.5526
Si, -3.9072, 3.4082, 14.6237
Si, 6.2761, 10.6843, 10.072
Si, 16.0408, 4.5141, 18.3355
Si, 4.9737, 7.1941, 19.8069
Si, -1.5652, 1.1716, 22.6973
Si, 2.1156, 2.3784, 12.4911
Si, 5.4686, 10.9713, 21.8978
Si, 0.0796, 6.981, 12.7663
Si, 13.7616, 2.6633, 9.6299
Si, 10.9565, 3.2339, 17.7784
Si, 8.1042, 7.9388, 19.3825
Si, -6.3475, 1.4832, 14.2981
Si, -2.2321, -1.2485, 16.7482
Si, 2.9016, 7.8524, 12.3845
Si, -5.8047, 1.6309, 19.4211
Si, -0.3302, 0.6563, 13.346
Si, 3.8617, 6.6311, 22.6728
Si, 2.7576, 0.405, 20.7053
Si, 13.4988, 7.8452, 9.4745
Si, 6.2615, 8.6758, 15.3493
Si, 5.1216, -1.2004, 12.873
O, 6.4321, 5.0617, 17.5999
O, -0.6071, -4.5887, 11.3855
O, 6.719, 4.9573, 14.9636
O, 2.217, 10.0038, 19.9588
O, -0.3159, 5.0416, 8.7424
O, 0.9993, 3.8087, 21.3059
O, 1.3695, 6.7491, 9.6244
O, -5.5958, 0.2287, 13.6001
O, 14.165, 6.4248, 13.142
O, 8.5483, 11.3004, 16.8715
O, 5.351, 9.7304, 16.1779
O, -1.4759, 1.0768, 14.4314
O, 2.2439, 4.0057, 12.4172
O, 6.0045, 8.6548, 13.7302
O, 2.6735, 4.4436, 14.936
O, 6.3899, 2.8721, 11.321
O, 3.2839, 1.7857, 13.4194
O, 14.9341, 4.0912, 17.22
O, -3.1037, 13.5936, 15.8275
O, 0.6995, 5.733, 13.6257
O, 7.7985, 9.1234, 15.5348
O, 0.3268, 2.4138, 19.1524
O, 4.5551, 5.693, 19.3114
O, 7.8483, 5.1061, 11.2752
O, 10.9224, 6.5632, 17.0819
O, 2.7412, 5.5446, 22.2111
O, 9.0695, 6.663, 19.0758
O, 1.2766, 7.9964, 12.3064
O, -5.4537, 0.6981, 18.1139
O, 7.6717, 0.2918, 10.7114
O, 11.3486, -0.674, 13.9555
O, 4.2563, 3.4145, 9.8953
O, 4.1028, 8.3237, 19.0232
O, 8.4789, 6.1875, 16.5227
O, 1.3898, 3.8786, 17.2092
O, -0.8266, 7.8946, 13.7888
O, 5.594, 2.7401, 14.3136
O, 2.5774, 6.274, 16.7995
O, 9.8443, 4.3851, 18.0781
O, 4.1621, 1.126, 15.8254
O, 3.417, 7.8667, 10.8476
O, 3.5809, -1.7639, 13.0496
O, 8.5432, 10.8355, 22.1432
O, -2.9354, 3.3864, 13.3361
O, 9.9479, 2.0072, 21.4192
O, 8.5787, 8.5386, 20.8219
O, -5.024, 1.1735, 20.7913
O, 5.4883, -1.0157, 11.3004
O, 1.3406, 8.1419, 15.3781
O, 2.2669, 1.8703, 10.9468
O, 6.546, 7.4671, 19.4755
O, 1.5853, -2.5984, 18.0842
O, 1.4726, 12.1298, 21.2787
O, 9.0137, 2.6438, 11.0902
O, 3.2149, -0.608, 17.5416
O, 8.3121, -1.9032, 18.1822
O, 10.2019, -1.6011, 16.2062
O, -0.5579, 2.2339, 16.6378
O, 0.7123, 1.893, 13.1526
O, 6.2909, -1.3176, 21.4845
O, 15.5613, 7.2595, 21.3879
O, 5.9028, 0.2472, 23.4492
O, -4.9078, 7.2139, 16.0255
O, 3.5257, 1.4539, 19.7037
O, 3.8372, -0.0935, 21.8335
O, 9.9936, 0.3135, 11.8648
H, 8.6642, 5.6261, 11.442

Results
free energy: -135568.840 eV
free energy less fixed offsets of H -15.97, N -385.13, O -568.88, Si -635.61 eV per atom: -1.290 eV

Forces (eV/angstrom), in the order of the atoms: element, x, y, z
Si, 0.1266, -0.0584, -0.2348
Si, 0.077, 0.0192, -0.2935
Si, 0.1113, -0.0787, -0.4171
Si, -0.0367, 0.0668, -0.1165
Si, -0.0587, 0.0697, -0.2609
Si, 0.064, -0.0895, -0.2076
Si, -0.1314, 0.1043, -0.2309
Si, 0.023, 0.048, -0.2843
Si, 0.0105, -0.0563, -0.0983
Si, 0.0664, 0.0021, -0.1412
Si, 0.0713, 0.0662, -0.1939
Si, -0.0444, 0.0015, -0.1879
Si, 0.0294, -0.011, -0.2005
Si, -0.0091, -0.0246, -0.1532
Si, -0.0269, 0.0365, -0.1593
Si, -0.0111, -0.0316, -0.1729
Si, 0.0317, 0.0294, 0.0738
Si, -0.0273, 0.0186, 0.0478
Si, -0.0407, 0.0678, 0.0642
Si, -0.0628, -0.0228, 0.108
Si, -0.0896, 0.0145, 0.0619
Si, 0.0514, -0.0479, 0.0448
Si, -0.0146, -0.0204, 0.0619
Si, -0.0638, -0.0143, 0.0195
Si, -0.0688, -0.0495, 0.3257
Si, -0.1345, 0.0396, -0.2041
Si, -0.1082, 0.0911, -0.2696
Si, 0.09, 0.2505, 0.2618
Si, 0.0556, 0.3018, -0.259
Si, -0.0338, 0.0112, 0.0947
Si, 0.0298, 0.0668, 0.0933
Si, -0.0408, 0.0263, -0.3418
Si, 0.0865, -0.011, -0.0313
Si, -0.0093, 0.0206, -0.0038
Si, 0.0287, -0.0843, -0.0145
Si, -0.0121, 0.0026, -0.0123
Si, -0.0149, 0.026, -0.0004
Si, 0.1046, 0.0008, -0.0168
Si, 0.0288, 0.0155, -0.0177
Si, 0.018, -0.061, -0.0351
Si, -0.068, 0.0417, -0.005
Si, 0.0092, 0.0207, -0.0089
Si, -0.0384, 0.0408, -0.0221
Si, -0.0051, -0.046, -0.0122
Si, 0.0431, 0.0225, -0.0132
Si, -0.0407, 0.0555, -0.0125
Si, -0.0252, -0.0194, -0.0155
Si, -0.033, 0.0169, -0.0298
Si, 0.0543, -0.0082, 0.0195
Si, 0.0377, -0.0785, 0.0402
Si, 0.0089, 0.0288, 0.0069
Si, 0.0205, -0.0413, 0.0096
Si, 0.0271, -0.032, 0.04
Si, -0.0156, 0.0464, 0.0197
Si, 0.0035, -0.0332, 0.0064
Si, 0.0214, -0.0154, 0.0206
Si, -0.0323, 0.0122, 0.0133
Si, 0.0621, 0.1022, 0.0433
Si, -0.1081, -0.0821, -0.0006
Si, -0.0568, -0.0432, 0.022
Si, -0.0291, 0.0468, -0.0245
Si, -0.0313, 0.095, 0.0339
Si, -0.0164, -0.0447, 0.0324
Si, 0.012, 0.0275, 0.0204
Si, 0.2276, 0.1626, 0.5709
Si, 0.3648, 0.2831, -0.2448
Si, -0.2134, -0.2305, -0.1021
Si, 0.0889, 0.0988, 0.1038
Si, -0.13, -0.4072, 0.1246
Si, -0.2329, -0.2663, 0.2856
Si, -0.2649, -0.3837, -0.4589
Si, 0.2452, -0.0766, 0.0123
Si, 0.0753, 0.0422, -0.0043
Si, 0.0075, -0.0712, -0.0613
Si, -0.1418, 0.0309, -0.1751
Si, 0.0389, 0.0681, -0.0661
Si, -0.0434, 0.2357, -0.0958
Si, 0.249, 0.1007, -0.227
Si, -0.003, -0.095, 0.0031
Si, 0.0281, -0.087, -0.2088
Si, 0.1822, 0.0283, 0.3957
Si, -0.0726, -0.0534, 0.2451
Si, -0.0469, -0.0916, 0.0833
Si, 0.0841, -0.123, 0.428
Si, -0.0275, 0.0016, 0.1898
Si, 0.0703, 0.1575, 0.238
Si, 0.086, 0.0886, 0.2119
Si, -0.105, -0.1071, 0.0957
Si, -0.3598, 0.5209, -0.0201
Si, 0.1022, -0.0318, 0.201
Si, 0.2212, -0.2339, -0.0709
Si, -0.2227, 0.0142, 0.3055
Si, -0.0162, -0.0335, 0.3877
Si, -0.2643, -0.0252, -0.2954
Si, -0.2201, 0.1174, -0.1325
Si, 0.2827, -0.1755, -0.1026
O, 0.0437, -0.0539, 0.4832
O, 0.0588, -0.0789, 0.4687
O, 0.1095, -0.0411, 0.1842
O, -0.0678, -0.1528, -0.0943
O, -0.0111, 0.0277, 0.5743
O, -0.0164, 0.0203, 0.5976
O, -0.1498, -0.076, -0.5532
O, -0.0222, 0.196, -0.0084
O, -0.0585, -0.0164, -0.2014
O, -0.1056, 0.1595, -0.246
O, 0.1275, -0.0711, -0.0831
O, 0.0347, -0.0853, -0.1455
N, -0.3575, -0.194, -0.6903
O, 0.009, -0.0526, 0.0551
O, 0.0243, 0.0909, -0.3427
O, -0.0342, 0.0654, 0.0311
O, 0.0556, -0.1613, 0.3613
O, 0.0301, 0.0419, 0.0849
O, -0.0102, 0.0226, 0.0572
O, -0.0213, -0.0059, 0.2093
O, 0.0706, -0.038, 0.0913
O, -0.0081, 0.0053, 0.1898
O, 0.0314, 0.0101, 0.1484
O, 0.0346, 0.0513, -0.0631
Si, 0.1056, -0.1703, -0.0553
Si, -0.0574, 0.0226, -0.2043
Si, 0.0189, 0.0619, 0.0124
Si, 0.0616, 0.0131, 0.0291
Si, -0.0443, 0.0827, 0.348
Si, 0.0289, 0.0039, -0.1385
Si, -0.0512, 0.0122, 0.1138
Si, -0.1257, -0.1758, -0.0583
Si, -0.0459, 0.0466, 0.1086
Si, -0.0233, -0.0324, -0.0037
Si, 0.2342, 0.1805, 0.1394
Si, 0.0348, 0.1119, 0.1704
Si, 0.0307, 0.1427, -0.0897
Si, -0.1441, 0.1139, 0.1731
Si, 0.1249, -0.0094, -0.0616
Si, -0.0852, 0.0342, -0.0364
Si, 0.031, -0.0223, -0.1622
Si, 0.1277, -0.125, 0.2683
Si, -0.0388, -0.0609, 0.1207
Si, 0.0545, 0.0619, -0.1678
Si, -0.0288, 0.0762, -0.1183
Si, -0.0612, 0.0299, 0.2201
Si, -0.1395, 0.01, -0.3094
Si, 0.1428, -0.0014, 0.1322
Si, 0.1182, 0.0741, 0.1475
Si, 0.0837, -0.0885, 0.1026
Si, -0.0508, 0.0228, 0.0958
Si, -0.0386, -0.0747, -0.0356
Si, -0.0527, -0.0457, 0.0593
Si, -0.0233, 0.0329, 0.1876
Si, -0.1146, -0.0183, 0.141
Si, 0.0461, -0.0279, 0.0021
Si, 0.086, 0.0578, 0.0831
Si, 0.0279, 0.0756, -0.0605
Si, 0.2386, 0.0842, -0.0223
Si, -0.0455, 0.0766, -0.0822
Si, -0.1646, -0.0222, 0.0319
O, 0.0639, -0.0132, -0.0228
O, 0.0858, 0.0047, -0.3443
O, -0.0028, 0.0266, 0.0148
O, 0.0431, -0.0503, -0.064
O, 0.2087, -0.1275, -0.313
O, 0.1335, 0.1787, 0.2169
O, -0.0982, -0.0467, 0.0247
O, 0.0803, -0.0069, -0.0136
O, -0.0244, 0.0117, -0.042
O, -0.0157, 0.0413, 0.0282
O, 0.0348, -0.0533, -0.0123
O, -0.0337, -0.0062, -0.0429
O, 0.0189, -0.0643, -0.1172
O, 0.0672, 0.0013, 0.081
O, 0.0244, 0.0193, 0.0541
O, -0.2285, -0.0919, -0.1894
O, 0.0056, -0.0083, -0.0406
O, -0.0023, -0.0022, -0.0294
O, -0.0057, -0.0181, 0.0851
O, -0.0704, 0.0337, -0.0468
O, 0.0104, 0.0035, -0.0537
O, -0.0168, 0.019, -0.0135
O, -0.025, -0.0082, 0.0068
O, 0.0877, -0.042, -0.0466
O, -0.0366, 0.0283, -0.0135
O, 0.0079, 0.015, -0.034
O, 0.0443, -0.0042, -0.049
O, -0.0286, 0.0338, -0.0365
O, 0.0508, -0.0465, -0.0431
O, -0.0407, -0.137, -0.014
O, -0.0579, 0.0174, 0.0184
O, 0.0218, -0.0389, -0.0708
O, 0.075, -0.0643, 0.0394
O, 0.0405, -0.0247, -0.0614
O, 0.0273, 0.0081, -0.0169
O, 0.0494, -0.0268, 0.0104
O, 0.0062, 0.0327, 0.0459
O, -0.0148, -0.0038, -0.0044
O, -0.0527, 0.0284, -0.0216
O, -0.0196, 0.0323, 0.0024
O, -0.0626, 0.016, -0.193
O, 0.0501, -0.0473, -0.02
O, 0.0782, 0.1053, 0.0369
O, 0.0008, -0.0238, 0.0941
O, -0.1478, -0.0859, 0.2468
O, -0.0228, 0.0005, 0.0619
O, 0.0128, -0.0614, 0.0903
O, 0.092, 0.1264, -0.1561
O, -0.0502, 0.0347, 0.0255
O, 0.0369, 0.0585, -0.1468
O, -0.0313, -0.0083, -0.0044
O, -0.0942, -0.0555, -0.0376
O, -0.0591, 0.0606, 0.0607
O, 0.0655, -0.0131, -0.0588
O, -0.0192, 0.0241, -0.068
O, 0.059, 0.0569, 0.0055
O, 0.0229, -0.0419, 0.0008
O, -0.0207, -0.0016, -0.0314
O, 0.0497, 0.0099, -0.0434
O, 0.0058, -0.08, 0.0686
O, -0.0885, -0.07, 0.2058
O, -0.0276, 0.0588, 0.3643
O, -0.0154, -0.0014, -0.0061
O, 0.0299, -0.0093, -0.0555
O, 0.0009, -0.0799, 0.041
O, 0.0291, -0.0366, -0.0492
H, -0.1955, -0.1209, 0.024

The program warned: the cutoff lies below the one the program advises for these potential files; the forces do not sum to zero within the program's tolerance; the exchange-correlation potential is rough where the density is thin.
